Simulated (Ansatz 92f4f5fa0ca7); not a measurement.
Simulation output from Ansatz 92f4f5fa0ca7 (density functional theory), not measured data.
Periodic cell of 218 atoms, Si128O86P4, from a study of silicon, its oxide and their interface. The atomic structure is a simulated model.
Doubt: the cutoff is low for norm-conserving oxygen, so forces and energies are approximate.
Doubt: the program's own warning below bears on the result.

Settings
functional: HSE06
potential files: SPMS norm-conserving
basis: plane waves
wave-function cutoff: 800 eV
density cutoff ratio: 4
exchange-correlation grid ratio: 1
k mesh: 1 x 1 x 1, Gamma-centred
occupations: fixed
spin: none
net charge: 0

Cell vectors (angstrom)
a, 10.938, 0, 0
b, 0, 10.938, 0
c, 0, 0, 32.0846

Atoms: element, x, y, z (angstrom)
P, 10.7929, 0.1776, 24.4834
Si, 5.7035, 10.4926, 24.6055
Si, 2.5601, 3.0183, 24.519
Si, 8.5354, 2.4685, 24.687
Si, 0.3256, 5.2597, 24.712
Si, 5.3151, 5.7038, 24.6181
P, 2.9944, 7.9568, 24.4881
Si, 8.1353, 8.4572, 24.7033
Si, 1.3713, 1.3372, 25.8309
Si, 6.8247, 1.303, 25.8542
Si, 4.1347, 4.1077, 25.9232
Si, 9.6619, 4.0697, 26.0018
Si, 1.5327, 6.8607, 25.9566
Si, 6.9185, 6.8363, 25.9471
Si, 4.1041, 9.3982, 25.958
Si, 9.6779, 9.6991, 25.9773
Si, 2.7457, -0.0395, 27.2391
Si, 8.1961, 0.0124, 27.3194
Si, 0.0723, 2.6824, 27.324
Si, 5.4964, 2.7063, 27.2577
Si, 2.7799, 5.4404, 27.3411
Si, 8.2368, 5.4316, 27.3038
Si, 0.0539, 8.2048, 27.275
Si, 5.5168, 8.1465, 27.3451
Si, 4.1018, 1.3673, 28.6664
Si, 9.5708, 1.3673, 28.6664
Si, 1.3673, 4.1018, 28.6664
Si, 6.8362, 4.1018, 28.6664
Si, 4.1018, 6.8362, 28.6664
Si, 9.5708, 6.8362, 28.6664
Si, 1.3673, 9.5708, 28.6664
Si, 6.8362, 9.5708, 28.6664
Si, 0, 0, 30.0336
Si, 5.469, 0, 30.0336
Si, 2.7345, 2.7345, 30.0336
Si, 8.2035, 2.7345, 30.0336
Si, 0, 5.469, 30.0336
Si, 5.469, 5.469, 30.0336
Si, 2.7345, 8.2035, 30.0336
Si, 8.2035, 8.2035, 30.0336
Si, 1.3673, 1.3673, 31.4009
Si, 6.8362, 1.3673, 31.4009
Si, 4.1018, 4.1018, 31.4009
Si, 9.5708, 4.1018, 31.4009
Si, 1.3673, 6.8362, 31.4009
Si, 6.8362, 6.8362, 31.4009
Si, 4.1018, 9.5708, 31.4009
Si, 9.5708, 9.5708, 31.4009
Si, 2.7345, 0, 0.6835
Si, 8.2035, 0, 0.6835
Si, 0, 2.7345, 0.6835
Si, 5.469, 2.7345, 0.6835
Si, 2.7345, 5.469, 0.6835
Si, 8.2035, 5.469, 0.6835
Si, 0, 8.2035, 0.6835
Si, 5.469, 8.2035, 0.6835
Si, 4.1018, 1.3673, 2.0507
Si, 9.5708, 1.3673, 2.0507
Si, 1.3673, 4.1018, 2.0507
Si, 6.8362, 4.1018, 2.0507
Si, 4.1018, 6.8362, 2.0507
Si, 9.5708, 6.8362, 2.0507
Si, 1.3673, 9.5708, 2.0507
Si, 6.8362, 9.5708, 2.0507
Si, 0, 0, 3.418
Si, 5.469, 0, 3.418
Si, 2.7345, 2.7345, 3.418
Si, 8.2035, 2.7345, 3.418
Si, 0, 5.469, 3.418
Si, 5.469, 5.469, 3.418
Si, 2.7345, 8.2035, 3.418
Si, 8.2035, 8.2035, 3.418
Si, 1.332, 1.3656, 4.7876
Si, 6.824, 1.3635, 4.7719
Si, 4.1058, 4.1068, 4.7894
Si, 9.4401, 4.2011, 4.6958
Si, 1.3327, 6.8756, 4.7709
Si, 6.8206, 6.8846, 4.8419
Si, 4.0482, 9.6385, 4.7518
Si, 9.5538, 9.5652, 4.8847
Si, 2.647, -0.0482, 6.2142
Si, 8.0844, -0.011, 6.2301
Si, -0.2062, 2.7441, 5.9177
Si, 5.4217, 2.6778, 6.1531
Si, 2.7582, 5.5459, 6.0835
Si, 8.18, 5.5042, 6.2468
Si, 0.0329, 8.1943, 6.2929
Si, 5.4717, 8.3886, 6.1264
Si, 4.2645, 1.1252, 7.5595
Si, 9.2713, 1.6637, 7.4708
Si, 1.0778, 4.2616, 7.0825
Si, 6.98, 3.847, 7.4737
Si, 3.8689, 7.2029, 7.39
Si, 9.8799, 6.4676, 7.6768
P, 1.5257, 9.3981, 7.6266
P, 6.5811, 9.7983, 7.6367
O, 2.7062, 8.2631, 7.9585
O, 8.1408, 2.7726, 8.0074
O, 4.1686, 6.8202, 24.121
O, 9.6398, 1.3375, 24.1379
O, 5.4284, 0.0091, 8.0191
O, 0.1058, 5.3098, 7.9182
O, 1.3839, 4.1194, 24.1575
O, 6.9527, 9.4913, 24.2073
O, 4.5694, 6.5995, 8.7483
O, 9.3602, 6.7449, 9.2309
O, 3.7217, 1.8132, 8.9898
O, 1.6982, 3.0616, 8.0099
O, 6.1585, 4.4491, 8.7799
O, 10.1261, 1.1173, 8.775
O, 10.6504, 5.9286, 23.353
O, 5.9867, 5.0293, 23.2569
O, 4.9602, 10.7623, 23.1689
O, 7.9593, 3.2171, 23.3437
O, 8.8341, 7.8845, 23.3342
O, 3.2936, 2.6867, 23.0759
Si, 6.5969, 1.492, 15.4029
Si, 4.9423, 10.7705, 21.5418
Si, 7.7327, 7.5889, 16.0114
Si, 6.004, 1.5029, 12.2058
Si, 0.805, 0.0247, 17.2499
Si, 1.182, 1.5266, 14.4715
Si, 6.5046, 5.2615, 17.8535
Si, 10.7212, 1.3133, 10.2873
Si, 7.2841, 4.4081, 22.4668
Si, 3.0824, 8.7934, 17.1308
Si, 4.0463, 5.4429, 19.815
Si, 5.321, 4.7608, 15.1285
Si, 0.145, 10.0852, 12.4433
Si, 1.9507, 2.0263, 19.1345
Si, 9.4962, 6.6658, 22.4892
Si, 8.5065, 3.2187, 11.5686
Si, 0.2025, 7.5555, 19.897
Si, 3.231, 5.1499, 11.2724
Si, 9.3215, 9.4447, 17.9989
Si, 4.9174, 1.7095, 17.9848
Si, 6.9809, 3.1145, 19.5793
Si, 0.3336, 4.5086, 15.365
Si, 2.7426, 6.5915, 14.943
Si, 5.6241, 5.739, 9.6352
Si, 8.4974, 8.1452, 12.9854
Si, 2.7359, 8.0886, 12.236
Si, 3.5555, 2.6229, 21.466
Si, 8.4242, 6.2521, 10.4909
Si, 6.9863, 0.1564, 19.4659
Si, 8.2666, 3.9184, 14.6669
Si, 3.668, 2.9651, 13.2556
Si, 3.2276, 8.3203, 20.2115
Si, 5.587, 9.6915, 15.5446
Si, 5.5482, 9.5, 12.4889
Si, 2.4039, 2.7095, 9.4164
Si, 1.3231, 4.9223, 18.4261
O, 1.4662, 9.1438, 12.061
O, 8.4722, 4.633, 10.7473
O, 4.2081, 9.7465, 16.4166
O, 4.2556, 5.9487, 14.7734
O, 4.5775, 2.2961, 12.0719
O, 6.4268, 10.4875, 20.8856
O, 7.1576, 2.297, 11.3548
O, 2.6691, 7.7519, 13.8194
O, 5.4953, 2.8985, 18.9319
O, 2.2464, 1.9729, 20.7342
O, 4.6135, 3.4486, 14.4849
O, 8.7819, 8.5032, 16.8101
O, 8.8685, 7.0078, 11.8648
O, 1.2515, 0.941, 15.9847
O, 6.3696, 1.48, 13.7929
O, 4.8432, 5.2927, 11.0021
O, 9.613, 4.7069, 15.2501
O, 0.466, 0.3657, 13.5347
O, 0.4819, 6.1192, 19.15
O, 1.5921, 8.2872, 20.3745
O, 3.7752, 6.8306, 20.6762
O, 7.6076, 4.2225, 18.5332
O, 2.6654, 4.1857, 10.0762
O, 6.2572, 8.2528, 15.8486
O, 6.7647, 10.8322, 15.7973
O, 5.0784, 9.8272, 14.0105
O, 2.9454, 4.2972, 12.6399
O, 2.5618, 6.658, 11.3924
O, 7.4461, 6.323, 17.0259
O, 2.6439, 1.8267, 13.8051
O, 7.8468, 2.5737, 15.578
O, 9.8248, 2.4164, 11.0744
O, 5.469, 4.6481, 16.7416
O, 5.5137, 5.7231, 19.0962
O, 7.0172, 8.7482, 12.5527
O, 3.3035, 1.8411, 18.1888
O, 5.8099, 10.905, 11.6752
O, 1.6764, 9.597, 17.1969
O, 0.5162, 3.0261, 14.6625
O, 5.6402, 0.3255, 18.5183
O, 8.6725, 3.4936, 13.1576
O, 2.9208, 5.2729, 18.6188
O, 7.7048, 1.6429, 19.6182
O, 6.8917, 6.6564, 10.0803
O, 10.1755, 7.27, 21.1641
O, 5.3594, 1.8901, 16.4191
O, 0.7465, 4.7054, 16.9232
O, 1.0112, 0.7949, 18.6738
O, 1.423, 5.6004, 14.7151
O, 3.9157, 4.1249, 20.8418
O, 8.0783, 10.0636, 18.8575
O, 9.7701, 9.2162, 12.9768
O, 10.3164, 8.5808, 18.9455
O, 10.1551, 10.6177, 17.2278
O, 1.3498, 1.8212, 10.297
O, 4.6554, 1.4223, 21.1909
O, 10.6441, -0.1236, 11.0472
O, 3.6161, 8.4894, 18.6343
O, 2.7462, 7.3723, 16.3828
O, 8.3382, 5.5889, 22.1138
O, 8.3593, 7.4542, 14.4827
O, 6.8353, 3.7286, 21.0682
O, 4.2367, 8.706, 11.8464
O, 6.8855, 4.8568, 14.5625
O, 3.8818, 9.6008, 21.0307
O, 1.1249, 3.4237, 19.0211

Results
free energy: -53766.631 eV
free energy less fixed offsets of O -447.96, P -185.95, Si -113.29 eV per atom: 2.849 eV
gap between the highest filled and lowest empty level on this k mesh: 1.292 eV

The program warned: the cutoff lies below the one the program advises for these potential files; the model core charge is not resolved on the grid; the forces do not sum to zero within the program's tolerance; the exchange-correlation potential is rough where the density is thin.
